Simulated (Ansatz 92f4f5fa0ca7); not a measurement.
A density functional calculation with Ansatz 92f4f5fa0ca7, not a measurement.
Periodic cell of 244 atoms, Si164O80, from a study of silicon, its oxide and their interface. The atomic structure is a simulated model.
Doubt: the cutoff is far below the 930 eV that the study's wrapper takes by default for these files, so forces and energies are approximate.
This geometry differs little from another in the collection (a relaxation step or a small displacement).

Settings: functional PBE; potential files Ansatz PAW; basis plane waves; wave-function cutoff 580 eV; density cutoff ratio 5; exchange-correlation grid ratio 1; k mesh 1 x 1 x 1, Gamma-centred; self-consistency stop 5e-08 eV per atom in the density residual; occupations fixed; spin none; net charge 0.

Cell vectors (angstrom)
a 10.938 0 0
b 0 10.938 0
c 0 0 37.2547

Atoms: element, x, y, z (angstrom)
Si 0 0 0.683
Si 5.469 0 0.683
Si 2.7345 2.7345 0.683
Si 8.2035 2.7345 0.683
Si 0 5.469 0.683
Si 5.469 5.469 0.683
Si 2.7345 8.2035 0.683
Si 8.2035 8.2035 0.683
Si 1.3673 1.3673 2.0503
Si 6.8362 1.3673 2.0503
Si 4.1018 4.1018 2.0503
Si 9.5708 4.1018 2.0503
Si 1.3673 6.8362 2.0503
Si 6.8362 6.8362 2.0503
Si 4.1018 9.5708 2.0503
Si 9.5708 9.5708 2.0503
Si 2.7345 0 35.2032
Si 8.2035 0 35.2032
Si 0 2.7345 35.2032
Si 5.469 2.7345 35.2032
Si 2.7345 5.469 35.2032
Si 8.2035 5.469 35.2032
Si 0 8.2035 35.2032
Si 5.469 8.2035 35.2032
Si 4.1018 1.3673 36.5705
Si 9.5708 1.3673 36.5705
Si 1.3673 4.1018 36.5705
Si 6.8362 4.1018 36.5705
Si 4.1018 6.8362 36.5705
Si 9.5708 6.8362 36.5705
Si 1.3673 9.5708 36.5705
Si 6.8362 9.5708 36.5705
Si 2.182 3.0178 27.1061
Si 8.1481 -5.3925 29.4925
Si 2.7498 6.3905 20.0298
Si 7.7232 -2.1079 27.0157
Si -0.2661 0.5909 27.2439
Si 0.5597 4.8983 27.0203
Si 3.2135 7.8647 27.2614
Si 8.7016 13.0818 27.11
Si -1.4267 1.4333 31.1964
Si 4.3019 -0.1017 20.4777
Si 4.1207 1.4573 31.0768
Si 9.3261 8.137 24.4365
Si 1.2431 1.5755 28.7378
Si 6.7079 7.0866 28.281
Si -1.371 9.7068 28.2944
Si 14.7126 10.1683 26.5043
Si 2.572 0.0902 29.9703
Si 6.8853 1.2117 28.3462
Si -4.767 -0.233 26.5495
Si 7.3458 6.952 22.5194
Si 5.4424 2.7493 29.504
Si 11.6184 1.3352 23.1324
Si -0.145 2.9409 29.9417
Si 3.8421 9.5488 28.7481
Si 4.9216 6.1804 26.9717
Si 8.242 0.0029 29.833
Si 1.3775 4.2271 31.1577
Si 6.8042 4.1382 30.9238
Si 4.1128 6.8951 31.1086
Si 9.5322 6.8525 30.9684
Si 1.235 9.5472 31.1476
Si 6.8964 9.625 31.2171
Si -0.0719 0.0159 32.5169
Si 5.4647 0.0653 32.4837
Si 2.728 2.7812 32.4707
Si 8.119 2.8126 32.4551
Si -0.0359 5.5597 32.4613
Si 5.4738 5.4718 32.4123
Si 2.7004 8.2221 32.4694
Si 8.2224 8.1728 32.4789
Si 1.3706 1.3653 33.8284
Si 6.8334 1.4016 33.8516
Si 4.1192 4.1179 33.8276
Si 9.5613 4.1256 33.8148
Si 1.361 6.8602 33.8508
Si 6.8338 6.8113 33.8242
Si 4.0956 9.5875 33.8221
Si 9.5521 9.5538 33.8626
Si 2.7435 -0.0177 3.4252
Si 8.1845 -0.0059 3.4232
Si -0.0074 2.7301 3.4266
Si 5.4468 2.6746 3.4053
Si 2.6822 5.4297 3.3935
Si 8.2555 5.4882 3.4015
Si -0.0017 8.1661 3.4252
Si 5.5074 8.2561 3.3973
Si 4.1236 1.2907 4.8556
Si 9.569 1.3402 4.7711
Si 1.3467 4.0663 4.8476
Si 6.9158 4.0222 4.6324
Si 4.097 6.8398 4.5989
Si 9.6129 6.8088 4.8735
Si 1.4082 9.4987 4.7586
Si 6.8653 9.5841 4.8712
Si -0.0047 -0.0885 6.0589
Si 5.4998 -0.0322 6.3382
Si 2.7364 2.67 6.1824
Si 9.5007 4.0388 7.6513
Si 0.0196 5.4189 6.3116
Si 5.5143 5.4463 5.7618
Si 2.8283 8.1187 6.0845
Si 8.2482 8.2058 6.2355
Si -2.4398 0.3747 11.2543
Si 8.204 2.7296 6.1315
Si 4.2491 4.1572 7.1928
Si 8.2067 9.6108 17.9988
Si 3.3978 5.7969 8.6187
Si 5.1632 7.4896 8.781
Si -1.2933 9.58 7.6194
Si 12.2139 13.8926 13.2933
Si 4.694 4.115 10.5995
Si 12.0249 -2.8083 11.7799
Si 5.0646 5.961 14.6982
Si 1.5099 6.7975 7.5599
Si 0.2636 5.8677 24.8784
Si 6.879 1.4509 7.6393
Si 0.5762 8.5988 8.7587
Si 5.9034 3.3721 8.685
Si 7.6208 4.0193 21.4802
Si 14.8473 -4.0949 17.4609
Si -3.3136 5.1029 8.7205
Si 8.9986 -0.2352 22.9233
Si 8.6694 11.3964 8.8485
Si 12.2751 12.1541 7.4642
Si -1.2603 7.0187 17.9074
Si 3.9265 12.6916 12.6115
O 19.0593 3.9463 15.8048
O -12.8543 5.6628 18.5367
O -0.2834 6.525 16.6894
O 30.9408 9.8991 11.8483
O 23.2203 5.6702 19.6093
O -1.4176 1.6045 11.6655
O 7.2058 -9.1986 17.159
O 0.5376 9.5921 20.7487
O 33.972 -0.7782 18.319
O 4.7139 -2.6858 17.5276
O 14.0091 -0.8423 16.5245
O -2.5476 10.0554 21.5554
O -0.3457 7.8757 18.9756
O -1.3859 -9.2692 16.18
O -13.8708 14.5851 19.9381
O 8.1937 -2.8458 25.6035
Si -15.1177 12.2501 13.5492
Si 9.6283 -1.5705 13.2889
Si 21.4076 2.1286 8.6973
Si -0.3668 -9.928 15.0899
Si -10.9564 -2.73 29.5789
Si -25.8079 -12.3584 20.8744
Si -10.1137 -17.6266 20.2016
Si 34.9642 -26.8463 13.5479
Si 1.0528 29.1729 16.1667
Si 5.1692 -18.6515 23.2109
Si 16.441 8.3421 29.8638
Si -4.3558 17.3525 10.5415
Si -1.3499 -6.861 28.2079
Si 4.0346 -6.7451 28.1375
Si 13.3082 10.6775 10.9404
Si 6.9746 12.1889 24.8493
Si 9.0979 4.0184 18.7586
Si 18.0141 11.1658 16.4801
Si -2.4461 2.7388 16.8523
Si 23.8761 8.988 21.193
Si 16.0707 6.0975 24.5832
Si -8.1479 -5.4351 29.7227
Si -18.9719 -8.5959 21.3379
Si -19.2674 17.6657 23.0017
Si 12.3464 -15.1132 28.2856
Si 2.2953 21.2741 8.6588
Si 21.8454 -12.4023 19.2089
Si 26.2669 -1.0953 17.4371
Si 10.2338 3.9283 22.9437
Si 10.9766 12.8213 10.9461
Si 15.1005 9.3683 7.6164
Si 6.7626 -4.2323 7.2492
Si -3.5349 4.1988 14.3605
Si 1.7927 0.83 25.9456
Si 1.47 10.1725 16.7196
Si 40.3603 -14.8307 13.4017
O 0.0726 13.1833 14.1248
O -19.5513 -3.8723 17.1495
O -9.2277 -4.2816 12.1312
O 4.21 -22.4082 18.9329
O 12.6029 23.318 21.8608
O -8.4252 -2.9364 19.9934
O 7.1591 -12.4994 19.2551
O 11.0037 -13.3068 12.9651
O -35.2 -2.6825 13.8808
O -27.2573 -0.305 16.6608
O 8.1257 5.5097 13.6626
O 1.618 4.4554 13.766
O -7.2712 2.9796 22.629
O -7.0255 -25.8217 23.9333
O -5.9161 4.5268 24.1658
O 13.1462 -7.5483 20.3068
O 23.4777 -5.1111 23.9183
O 14.5988 11.4772 11.5506
O -14.3222 -5.3003 21.5984
O -1.3147 9.6811 24.0392
O 22.6759 3.1 11.73
O -0.6606 22.5384 22.5246
O -5.2627 -8.9191 24.19
O 11.6415 -2.0524 16.0776
O 17.4102 28.5495 23.8583
O 13.527 12.9483 13.4942
O -18.1094 -4.8959 13.7224
O -7.6041 4.9032 10.054
O -9.072 -13.7436 22.5849
O 27.6399 21.4787 21.1317
O 18.1969 -10.524 14.8342
O 7.3155 7.2291 11.7736
O -10.8166 4.4891 21.6526
O -15.2247 -2.8594 21.5636
O 10.0104 -5.857 24.0624
O 3.0971 -15.8861 21.5984
O -1.0076 -0.2904 14.2934
O 28.0085 -3.7964 14.2528
O -7.0056 -15.7959 18.9269
O -8.624 -12.6574 11.7031
O 17.1266 -7.5354 21.9424
O 11.8848 -10.4124 11.2332
O 16.5898 5.2707 11.3013
O 19.708 3.4017 22.4698
O -14.1081 -21.295 23.5905
O 36.8197 -20.3844 20.5148
O 41.614 18.3759 23.0625
O 1.4254 17.7563 14.6965
O 0.3149 -35.6601 10.335
O -5.8033 -9.5407 13.6291
O -7.7664 -0.8478 21.3895
O 10.6402 -18.264 19.2007
O 21.6214 7.4287 25.0061
O -5.1241 4.5255 14.5364
O 29.9068 13.2644 25.572
O -14.4064 2.794 13.5337
O 28.9814 11.5915 12.0861
O 20.4861 10.264 18.7358
O -20.3783 22.4586 24.3247
O 15.5543 -4.9362 16.2682
O -24.2712 40.9144 17.3895
O 11.8754 11.4816 15.9397
O 0.1963 13.7297 23.6919
O 4.2605 35.9197 11.7818

Results
free energy: -149751.413 eV
free energy less fixed offsets of O -568.88, Si -635.61 eV per atom: -0.973 eV

Forces (eV/angstrom), in the order of the atoms: element, x, y, z
Si 0.071 -0.0039 0.0479
Si -0.0232 -0.0174 -0.064
Si 0.0347 -0.042 -0.0465
Si -0.0443 0.0354 0.0513
Si 0.0343 -0.0157 -0.0793
Si 0.0336 -0.0029 0.0617
Si 0.0633 -0.014 0.0591
Si 0.0303 -0.049 -0.0543
Si 0.0777 0.024 0.1587
Si -0.0981 -0.2803 -0.2043
Si -0.1477 -0.2585 0.0321
Si 0.2859 0.0576 -0.1618
Si -0.2216 -0.201 -0.2268
Si 0.2119 0.1683 0.0293
Si 0.1345 0.2006 -0.179
Si -0.0511 -0.1075 0.1816
Si 0.0126 0.0464 0.0082
Si -0.1431 0.0264 0.052
Si -0.0401 0.0836 -0.2157
Si -0.1492 0.1418 0.1658
Si 0.0168 -0.0032 -0.0773
Si -0.0066 0.0312 0.0538
Si 0.0295 0.1139 0.2513
Si 0.0444 -0.015 -0.2244
Si -0.0044 0.0196 -0.0049
Si -0.0056 -0.0141 -0.0065
Si -0.0104 0.0273 -0.0126
Si 0.0085 -0.023 -0.0007
Si -0.069 0.0386 -0.0087
Si -0.0096 -0.0075 -0.0068
Si -0.0447 0.0036 0.007
Si -0.0665 0.0694 0.0133
Si -0.0051 0.0144 0.015
Si 0.0024 -0.004 0.0014
Si 0 -0.0027 0.0039
Si 0.0071 0.0005 -0.0178
Si 0.0044 0.0052 -0.0049
Si 0.007 -0.013 0.0054
Si -0.0004 0.0199 -0.0395
Si 0.0038 -0.004 0.0012
Si -0.0041 0.0008 0.0033
Si -0.0045 0.0008 -0.0018
Si -0.0005 -0.0043 0.0059
Si -0.0057 0.0248 0.0012
Si -0.007 0.0048 0.003
Si 0.0019 -0.0038 0.0003
Si -0.0077 -0.0007 0.0074
Si -0.0065 -0.0221 -0.0225
Si 0.0042 0.0335 0.0041
Si 0.0045 0.0194 0.0058
Si 0.0028 -0.0098 0.0227
Si 0.0003 0.0009 0.0016
Si 0.004 -0.0019 -0.0004
Si -0.0072 -0.0001 0.0077
Si 0.0068 0.0069 0.0041
Si 0.0399 -0.0058 0.0146
Si -0.0067 -0.0087 0.0018
Si 0.0015 -0.0064 -0.0008
Si -0.0052 0.0047 0.0029
Si 0.0015 -0.0028 0.002
Si -0.001 0.0005 0.007
Si 0.0013 -0.0001 0.0078
Si -0.0137 -0.0089 0.0237
Si 0.0129 0.0097 0.0115
Si -0.0024 -0.0089 0.0019
Si 0.0016 -0.0004 -0.0016
Si -0.0007 0.0002 0.0023
Si 0.0029 -0.0023 0.0029
Si 0.0034 -0.0026 0.0037
Si -0.0037 0.0001 0.0031
Si 0.0047 0.0001 0.003
Si 0.0025 0.003 0.0034
Si 0.0058 -0.0009 0.0045
Si 0.0008 0.0005 0.0024
Si 0.0023 0.0018 0.0044
Si 0.0008 0.0005 0.0032
Si -0.0051 0.0009 0.0026
Si 0.0023 0.0027 0.0045
Si -0.0026 -0.0013 0.0031
Si -0.0007 0.0042 0.0071
Si -0.0005 -0.0003 0.0006
Si 0.002 0 -0.0005
Si 0.0007 0.0003 -0.0003
Si -0.0001 0.0008 -0.0005
Si 0.0007 0.0004 -0.0009
Si -0.0007 -0.0001 0.0005
Si 0.0007 0.0009 0.0001
Si 0.0004 -0.0016 0
Si 0.0009 0.0003 -0.0004
Si -0.0033 0.0002 -0.0003
Si 0.0012 0.0005 -0.0006
Si -0.0004 0.0008 -0.0032
Si -0.001 -0.0007 -0.0043
Si 0.0005 -0.0003 -0.0003
Si 0.001 -0.0036 -0.0028
Si -0.0005 0.0021 0.0004
Si -0.0016 -0.0005 0.0023
Si -0.0012 -0.0012 0.002
Si 0.0014 -0.0003 -0.0001
Si 0.0007 0.0014 -0.0003
Si -0.0014 -0.0006 -0.0008
Si 0.003 -0.0008 0.0001
Si -0.003 0.003 0.0031
Si 0.0004 0.0003 -0.0022
Si -0.0015 -0.0004 -0.0003
Si 0.0022 -0.0003 0.0025
Si -0.0041 -0.0033 -0.001
Si -0.0003 -0.0008 -0.0008
Si 0.0013 0.0023 0.0007
Si -0.0027 0.0019 0.0059
Si -0.0035 -0.0043 0.0024
Si -0.0001 -0.0016 0.0041
Si 0.0012 -0.0016 -0.0002
Si 0.0024 -0.002 -0.0003
Si 0.0023 -0.0027 0.0019
Si -0.0028 -0.001 -0.0035
Si -0.0009 0.0011 0.0076
Si -0.001 -0.0037 -0.0009
Si 0.0041 0.0003 0.0032
Si 0.0036 0.0001 -0.0005
Si -0.0015 -0.0043 0.0034
Si 0.0005 0.0013 0.0007
Si 0.0027 -0.0035 0.0047
Si -0.0118 0.0183 0.0547
Si -0.001 0.0019 0.0012
Si -0.0004 0.0022 0.0038
Si 0.0022 0.0005 0.0022
Si -0.0009 -0.0013 0.0039
O 0.0001 -0.0029 0.0024
O -0.0005 -0.0005 0.0021
O -0.0004 -0.0026 0.0013
O 0.0019 -0.0005 0.0026
O 0.0004 0.0029 -0.0002
O -0.0066 -0.0034 0.0033
O -0.002 -0.0034 0.0032
O -0.0009 0.0009 -0.0012
O 0.0008 -0.0001 0.0011
O -0.0012 -0.0008 0.003
O 0.0009 -0.0005 0.0019
O -0.0016 0.0046 0.0123
O 0.0004 -0.0037 0.003
O -0.0015 -0.0013 0.0019
O 0.0015 0.0011 0.0017
O 0.0101 0.0094 0.0081
Si -0.0012 0.0021 -0.0026
Si 0.0006 0.0007 -0.0004
Si 0.0014 -0.0014 0.0011
Si 0.0028 -0.001 -0.002
Si 0.0006 -0.0027 -0.0041
Si 0 -0.0021 0.0026
Si -0.0003 -0.0003 0.003
Si 0.0005 -0.0017 -0.0029
Si -0.002 0.0006 0.0042
Si 0.0025 -0.0031 -0.0049
Si -0.0281 -0.0026 0.0049
Si 0.0005 0.0006 -0.0147
Si -0.0008 0.0029 0.0003
Si 0.0002 0.0005 0.0027
Si 0.0012 -0.0026 -0.0039
Si 0.0116 0.0058 -0.0442
Si 0.0001 -0.0026 0.0065
Si -0.0014 -0.0007 -0.0005
Si 0.0018 0.0058 -0.0031
Si -0.0021 -0.0007 0.0055
Si -0.0039 -0.0007 -0.0026
Si -0.0068 -0.0053 -0.0008
Si 0.0024 0.0039 0.0007
Si -0.0001 0.0073 -0.0033
Si -0.0068 -0.0176 0.0098
Si 0.0021 0.0011 0.003
Si 0.0039 -0.001 0.0034
Si -0.0001 -0.002 0
Si -0.0002 -0.0003 0.0046
Si 0.0024 0.0039 -0.0048
Si 0.0014 -0.0014 -0.0048
Si 0.0013 0.0014 -0.0007
Si 0.0002 -0.0014 0.0004
Si -0.0093 -0.0214 -0.0095
Si 0.0004 0.0004 0.0009
Si 0.0003 0 -0.0033
O 0.0002 -0.0007 0.0023
O 0.0031 -0.0001 0.0025
O 0.0001 -0.0004 0.0027
O -0.0002 0.0017 0.0101
O 0.0012 -0.0026 -0.0006
O 0.0009 0.0034 0.0017
O 0.0015 0.0005 0.0046
O -0.0012 0.0023 0.0017
O 0.0009 -0.0012 0.0022
O 0.0046 0.0016 0.0001
O 0.0009 0.0008 0.0022
O 0.0002 0.0043 0.0044
O -0.0008 -0.0011 0.0015
O 0.0034 -0.0023 0.0074
O 0.0012 0.0031 0.0065
O 0.005 -0.0058 0.0055
O 0.0041 -0.0043 -0.0003
O 0.0039 0.0011 0.0011
O 0.001 0.0014 0.0052
O -0.0361 0.027 -0.0369
O 0.0001 0.0032 -0.0034
O -0.0294 -0.0274 0.027
O 0.0188 -0.0141 0.0153
O 0.0006 0.0016 0.0031
O 0.0008 0.0008 0.0001
O 0.0007 -0.0035 0.0034
O -0.0023 0.0007 0.0018
O 0.0008 0.0012 0.0002
O 0.001 -0.0025 0.0041
O 0.0002 -0.0013 0.0024
O 0.0013 -0.0022 0.0099
O 0.0039 0.0008 0.0108
O 0.0006 0.0002 0.0022
O -0.0004 -0.0008 0.0084
O -0.0033 -0.0099 -0.0036
O 0.0005 -0.0007 0.0016
O 0.0007 -0.0005 0.0022
O 0.0003 0.0015 0.0026
O 0.0019 -0.0019 0.0015
O 0.0004 -0.0019 0.003
O 0.0019 0.0034 0.0024
O -0.0034 -0.0026 0.0023
O -0.0021 0 0.0021
O 0.0034 0.0063 0.0019
O 0.043 -0.0331 0.0182
O 0.0006 -0.002 0.0044
O -0.0018 0.002 0.0061
O -0.0001 -0.002 -0.0007
O -0.001 -0.0001 -0.0024
O 0.0031 -0.0009 0.0027
O 0.0042 0.0023 0.0006
O -0.0001 -0.0011 0.0034
O -0.0026 0.0067 0.0052
O -0.0003 0.0002 0.0031
O -0.0007 -0.0021 0.0042
O 0.0005 -0.0021 0.0026
O 0.0008 0.0008 0.0036
O -0.0024 0.0011 0.0014
O 0.0077 0.0012 0.0105
O -0.0008 0.0011 0.0057
O -0.0033 0.0029 0.0024
O -0.0003 -0.0009 0.0014
O -0.0001 0.0002 -0.0011
O -0.0013 -0.0032 -0.0007

The program warned: the cutoff lies below the one the program advises for these potential files; the exchange-correlation potential is rough where the density is thin.
